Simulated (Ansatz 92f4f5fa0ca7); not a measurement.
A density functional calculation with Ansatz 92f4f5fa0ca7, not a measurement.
Periodic cell of 150 atoms, Si88O58N4, from a study of silicon, its oxide and their interface. The atomic structure is a simulated model.

Settings
functional: r2SCAN
potential files: Ansatz norm-conserving
basis: plane waves
wave-function cutoff: 1300 eV
density cutoff ratio: 4
exchange-correlation grid ratio: 1
k mesh: 2 x 2 x 1, shifted by 0.5 0.5 0.5 of a step
self-consistency stop: 5e-08 eV per atom in the density residual
occupations: Fermi-Dirac, 0.05 eV
spin: none
net charge: 0

Cell vectors (angstrom)
a 10.9176 -0.0709 0.0493
b -0.0709 10.9694 0.0243
c 0.0973 0.048 21.5606

Atoms: element, x, y, z (angstrom)
Si -0.1653 0.2495 0.0749
Si 3.1301 2.4754 -0.35
Si -0.1929 6.4846 0.044
Si 3.275 7.8738 -0.1329
Si 5.3143 -0.1342 -0.468
Si 8.4847 2.1694 -0.2787
Si 4.8276 6.2176 -0.2053
Si 8.7531 7.6262 0.1497
Si 1.6378 1.3484 1.1864
Si 4.1607 4.1521 1.2027
Si 1.5336 6.9993 1.2778
Si 4.3167 9.5684 1.2396
Si 6.9187 0.8754 0.8941
Si 9.0168 3.8717 1.1233
Si 6.6252 7.1407 0.9691
Si 9.7468 10.0243 1.8194
Si 0.4671 2.4652 2.7805
Si 3.2144 0.0178 2.49
Si 0.0664 8.5252 2.9664
Si 2.8113 5.4815 2.6855
Si 5.3706 2.9377 2.8149
Si 8.2166 0.1308 3.049
Si 5.7169 8.3143 2.7121
Si 7.5224 5.3168 2.5579
Si 1.5393 4.1212 4.1765
Si 4.1638 1.3777 4.0627
Si 1.832 9.6607 4.2644
Si 4.5081 6.5197 4.1991
Si 7.0319 4.0384 4.466
Si 9.9007 0.9497 4.2598
Si 6.6892 9.6156 4.4436
Si 9.0774 6.7296 4.093
Si 0.2552 0.077 5.615
Si 2.8241 2.8518 5.4209
Si -0.3052 5.3396 5.1397
Si 3.0639 8.0419 5.4377
Si 5.3809 -0.0315 5.7413
Si 7.95 2.0758 5.8818
Si 5.8383 5.2818 5.7638
Si 8.3115 8.1091 5.7929
Si 1.6266 1.6301 6.9313
Si 3.9346 4.0561 7.157
Si 1.1008 6.4532 6.8022
Si 3.9776 9.3547 7.2974
Si 6.4197 1.0036 7.4896
Si 9.3298 3.8781 6.9981
Si 6.7353 6.9786 7.0001
Si 9.6523 9.546 6.9919
Si 0.0135 2.7973 8.3645
Si 2.4941 -0.1773 8.1723
Si -0.3019 7.939 8.0865
Si 2.648 5.813 8.4301
Si 4.9315 2.6177 8.6121
Si 8.2335 0.0793 8.0908
Si 5.6481 8.1937 8.3934
Si 8.9534 6.2286 8.2024
Si 1.427 3.9391 9.8527
Si 3.2231 1.527 10.1105
Si 0.8468 10.0931 9.7647
Si 4.2419 7.0067 9.6823
Si 6.1363 4.5387 9.3489
Si 9.6343 1.3937 10.0344
Si 7.0628 9.7034 9.3467
Si 9.6692 5.8476 10.4596
Si -2.3957 -0.7756 14.2846
Si 5.6819 0.5262 11.3225
Si 1.1171 5.6344 12.1047
Si -1.2457 11.3436 17.1587
Si 9.2237 2.2499 13.6695
Si 7.5708 3.1142 11.7453
Si 10.043 5.8839 14.6912
Si -2.1961 8.4997 11.7008
Si 5.6215 15.1287 16.5673
Si -3.0265 4.0823 14.1903
Si 3.2015 8.3712 12.3878
Si 12.4909 10.6777 12.8178
Si 1.3542 3.0658 13.5961
Si -4.9096 9.1504 13.1776
Si 4.2367 -4.6206 18.3189
Si 0.8687 6.6719 18.6188
Si 1.8035 11.1199 17.2506
Si 1.8001 2.8579 18.4292
Si -0.4095 4.8047 17.5305
Si 0.2298 8.3527 13.7585
Si 3.2482 2.5204 15.9704
Si 10.129 -1.7687 19.434
Si 3.9782 9.281 18.7948
Si 8.1685 3.1064 18.224
O -2.0833 -0.0681 15.8481
O -1.9187 1.8927 17.3563
O 2.3887 3.3215 19.8115
O 0.2634 3.4564 18.0327
O 4.8455 5.1608 17.2193
O 1.6404 12.1604 13.2587
O 4.0724 12.1644 -0.636
O 5.5828 1.6563 1.668
O 5.2224 -0.8892 19.6022
O 8.8116 -2.4922 20.043
O 8.4039 2.8009 19.7435
O 10.0696 1.5302 -0.3917
O -4.3111 3.2608 17.6569
O -1.3835 5.2652 21.4983
O 3.0229 3.3333 17.419
O 10.1234 3.1983 2.2239
N 0.0967 4.9167 10.8582
O 1.8162 2.294 10.5732
O 4.5881 -2.8321 13.3793
O 4.0663 1.2289 11.4035
O 9.1114 13.8489 12.1785
O 4.4812 14.2751 15.5477
O 3.7885 7.9524 10.9378
O 2.9022 9.961 12.2805
O 4.975 5.5066 10.131
O 10.7696 7.3726 15.1449
N 7.5147 4.2489 10.3858
O 10.7523 4.9289 15.8912
O 6.039 10.9707 9.7544
O 8.2748 9.1752 10.3885
O 11.2824 8.4642 9.5751
O 9.7182 7.2656 11.3185
O 1.8151 4.0528 12.3959
O 2.2395 3.1882 14.9182
O 7.1818 4.1898 15.6667
O -0.4306 11.1071 9.1974
O -4.2825 1.8377 11.995
O 1.0188 9.7301 13.9892
O 0.5066 10.2586 11.4702
O 2.4711 -4.843 18.3294
O 9.1967 -10.2778 13.7676
O 11.7778 6.0527 20.3645
O 5.6464 10.3722 12.395
O -3.7337 8.1995 12.249
O 1.6615 12.2115 18.4352
O -2.3758 -5.2621 14.1245
O -0.0784 5.5655 13.3679
N 1.7695 7.3853 12.7078
O 10.7477 13.7748 14.2589
N 9.357 8.9788 13.2412
O 6.8102 3.8334 13.0391
O -3.8547 -1.3705 14.5114
O 0.0212 -0.8949 20.5623
O 0.2746 10.6923 16.9802
O 0.5061 -2.687 18.6326
O 3.3123 -2.2841 20.0861
O -1.8914 4.6689 18.0137
O 4.5449 7.9892 17.955
O 2.5279 11.9602 16.1494
O 4.8014 5.7235 19.7367
O -1.4195 -0.3711 18.5253
O 2.9686 -0.897 17.7898

Results
free energy: -38397.364 eV
free energy less fixed offsets of N -289.75, O -463.61, Si -117.95 eV per atom: 30.616 eV
pressure: -4.32 GPa
stress xx, yy, zz, yz, xz, xy (GPa, positive in tension): 4.85, 5.26, 2.84, 1.28, 0.69, -0.5

Forces (eV/angstrom), in the order of the atoms: element, x, y, z
Si 1.4457 0.0804 0.7348
Si -0.9024 0.5394 -0.6269
Si -1.8762 -3.2364 -1.8184
Si -0.4244 -0.6561 5.2229
Si -2.7609 0.9534 -1.5383
Si 1.4707 0.1597 -1.6489
Si -0.4052 -2.0949 -0.2273
Si 0.3393 3.322 -1.3094
Si 1.1148 -1.0341 -0.798
Si -0.3823 1.1998 -0.9425
Si 0.5153 1.2499 2.7844
Si -0.0904 -1.6315 0.3963
Si -0.1037 0.7129 1.3651
Si 0.6004 2.5396 1.0967
Si 1.4451 -1.5983 0.7144
Si -1.347 -2.4153 0.4501
Si -0.5194 0.1618 1.7083
Si -2.5557 0.0343 0.7711
Si 0.884 -1.016 -0.175
Si 0.1849 -0.1167 0.0351
Si 0.2314 -0.6066 -0.081
Si -1.6896 -1.1966 -1.1954
Si -1.1012 0.0353 0.857
Si 1.74 0.3066 -0.2209
Si -1.7846 0.6729 -1.815
Si 0.2078 0.4323 1.5839
Si -1.2862 0.2619 -0.684
Si -0.6631 1.4775 -0.9491
Si 0.8048 -2.6149 -1.9464
Si -0.9882 2.9896 -1.1394
Si 1.8133 -0.3082 -0.5145
Si 1.6354 0.1838 -1.4829
Si 2.3038 -2.3152 1.8281
Si 1.2557 -0.7374 1.1846
Si 0.2498 -0.9934 1.4904
Si -0.6954 -0.536 1.3459
Si -1.5406 -0.2947 -0.2351
Si 0.8358 1.9569 -0.3381
Si -3.2656 0.4241 1.4264
Si -0.9828 1.1845 -1.6505
Si -2.224 -0.8942 0.3093
Si 0.5928 1.399 -1.373
Si 0.1906 1.6308 -0.6434
Si 0.3598 0.458 -2.3117
Si -1.8554 2.6393 -2.1689
Si 1.1069 0.9624 -0.3112
Si 2.1416 -1.8233 0.0354
Si 0.1338 1.512 -0.8922
Si -0.1471 0.754 -0.7832
Si 0.6451 1.0449 1.8046
Si 1.0167 -0.0646 0.2456
Si -0.2198 -2.0865 -0.1561
Si 0.3544 -0.0722 0.1097
Si 3.9876 0.5028 -0.36
Si -1.2143 1.1766 1.0828
Si -0.5887 -1.5114 -0.052
Si -1.8244 -0.6168 -0.3389
Si -1.0267 0.7063 -2.806
Si -3.7555 1.1503 1.277
Si 0.4045 -1.8757 1.0482
Si 1.1593 -0.1851 2.7878
Si 0.4901 -1.971 -2.8448
Si 1.1887 -0.9267 1.4653
Si -0.6831 -0.7827 -0.9458
Si 4.4867 2.5186 1.3358
Si -0.4468 4.9448 -1.3744
Si -1.9734 -0.0049 4.1809
Si -2.2427 0.8355 -0.5282
Si 3.7771 2.1301 1.6802
Si -1.7141 2.0131 -1.7955
Si 0.8575 -0.5471 2.3829
Si -2.5456 0.7432 2.0788
Si 5.6095 -7.6276 -3.2121
Si -1.5442 2.219 1.1291
Si -0.0982 -1.1975 0.2881
Si -2.4913 -4.5325 -1.7176
Si 1.2455 -3.7275 1.0198
Si 1.5244 -4.7071 -0.2181
Si -1.3353 -1.4103 -0.9992
Si -0.8173 -1.8831 2.1812
Si -0.2335 0.2351 2.2493
Si -0.4096 0.2699 -1.1624
Si 2.2376 2.663 -2.1952
Si -0.4283 0.2784 -0.8818
Si -2.5688 1.7072 1.026
Si 1.0362 1.5168 -1.2296
Si -0.6749 0.6971 0.0219
Si 0.971 -0.3946 -2.8856
O 0.3835 -2.8707 -0.5325
O 0.4183 0.3387 0.3491
O 1.6748 -1.0102 4.4398
O 3.4991 -1.5192 0.7836
O -3.3269 7.2596 3.6824
O -0.0743 5.7799 0.6168
O 0.8993 -0.4068 -0.5235
O 2.4953 0.0863 -0.6785
O 0.6654 0.9984 -0.1398
O 0.6989 -1.3896 1.4313
O -1.0077 -0.8229 2.6211
O -2.1445 0.651 -0.3615
O -0.4827 0.8145 0.5309
O 1.7702 -0.7697 1.9873
O -1.6064 -1.9067 -0.6186
O -1.9423 1.9416 -2.3659
N 1.3088 1.925 -1.0119
O 1.186 1.5013 -1.3812
O 2.3121 2.2586 -0.1121
O 3.682 -1.7748 0.7933
O -1.3698 -0.2077 -0.2046
O 4.2182 -0.1754 1.2123
O 0.1825 -0.8016 -1.0628
O 0.5957 -0.4129 0.4116
O 0.3605 1.1082 -0.7567
O -1.1184 0.27 -1.8315
N -0.4362 -1.3217 0.6023
O -2.2914 0.5786 1.4448
O -1.6555 0.4404 4.7376
O -0.463 0.7085 -0.4908
O 0.2918 -0.5054 -0.9123
O 0.08 -2.4835 -0.1419
O 0.2714 1.8692 0.8142
O -0.3001 0.3812 -1.2107
O -3.3291 0.6048 0.9877
O 1.8325 -0.9974 1.6625
O -0.6131 -2.6526 -3.1616
O 0.2442 0.3446 0.2471
O 2.4475 1.0767 -0.6747
O 3.6475 1.6098 -0.8569
O -1.4447 -2.0144 -1.3703
O -1.1598 1.6357 -1.8919
O 0.0627 -1.4394 1.224
O -3.1086 1.0935 1.4902
O -0.6961 0.5728 0.9787
O 1.9724 -0.6077 0.8263
O 2.7013 -0.0266 -3.5306
N -2.0656 -1.1147 -0.1979
O -3.1622 -1.2743 -1.6472
N 2.1506 0.2745 1.8146
O 1.3107 1.0657 0.2109
O -2.9817 -0.282 -2.239
O 0.6332 -0.7967 -1.0896
O 0.6829 0.8122 -1.5482
O -2.113 0.443 0.902
O -1.9198 0.9926 -3.8104
O -3.2252 -1.6492 -0.1529
O -0.4574 -2.4662 0.7139
O 2.5469 1.6431 -2.5105
O 0.0744 1.4689 -0.3328
O -0.2175 -2.6428 1.6455
O 1.2456 -1.5493 0.9734
